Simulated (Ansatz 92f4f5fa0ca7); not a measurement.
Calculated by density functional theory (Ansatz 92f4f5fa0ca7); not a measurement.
Periodic cell of 227 atoms, Si134O91H1N1, from a study of silicon, its oxide and their interface. The atomic structure is a simulated model.
Doubt: the cutoff is far below the 930 eV that the study's wrapper takes by default for these files, so forces and energies are approximate.
This geometry differs little from another in the collection (a relaxation step or a small displacement).

Settings
functional: PBE
potential files: Ansatz PAW
basis: plane waves
wave-function cutoff: 580 eV
density cutoff ratio: 5
exchange-correlation grid ratio: 1
k mesh: 1 x 1 x 1, Gamma-centred
self-consistency stop: 5e-08 eV per atom in the density residual
occupations: fixed
spin: none
net charge: 0

Cell vectors (angstrom)
a, 10.938, 0, 0
b, 0, 10.938, 0
c, 0, 0, 32.7392

Atoms and the computed forces on them: element, x, y, z (angstrom), force x, y, z (eV/angstrom)
Si, 0.1331, -0.3288, 25.4601, -0.0036, -0.0377, 0.0086
Si, 6.0165, -0.512, 25.2263, -0.0182, 0.0544, 0.0747
Si, 2.8164, 2.6598, 25.0404, 0.0025, 0.0129, 0.0086
Si, 8.0187, 3.3306, 24.9342, 0.0416, -0.0092, 0.0568
Si, -0.4801, 6.1543, 25.3132, 0.0603, 0.0128, 0.0815
Si, 5.4271, 5.1961, 25.203, -0.0166, 0.0004, -0.0483
Si, 2.6603, 8.6233, 25.3399, -0.0076, -0.0062, 0.0135
Si, 8.1785, 8.2282, 25.7727, 0.0067, -0.026, 0.0029
Si, 1.2866, 1.4669, 26.4619, -0.0028, 0.0309, 0.0019
Si, 7.0006, 1.4275, 26.254, -0.0106, -0.029, -0.01
Si, 4.1048, 3.9071, 26.6148, 0.0011, 0.0032, 0.0163
Si, 9.5078, 4.3164, 26.5142, -0.0146, -0.0083, -0.0193
Si, 1.4463, 6.9114, 26.5016, -0.0358, -0.0422, -0.0189
Si, 6.602, 6.7707, 26.6263, 0.0063, 0.0268, 0.0364
Si, 4.2209, 9.7109, 26.6943, 0.0564, -0.0206, -0.0271
Si, 9.6284, 9.562, 26.9551, 0.0061, 0.0102, 0.0177
Si, 2.7012, 0.1179, 27.9232, -0.0109, 0.0045, 0.0391
Si, 8.1701, 0.1101, 27.9566, 0.022, 0.0165, 0.0053
Si, -0.0654, 2.8247, 27.8781, 0.0027, 0.0019, 0.0172
Si, 5.5743, 2.6221, 27.8926, -0.0053, 0.0022, 0.0106
Si, 2.7396, 5.4238, 27.8922, 0.0078, 0.0061, -0.0028
Si, 8.1051, 5.5137, 27.9714, 0.0064, -0.0131, 0.025
Si, 0.1133, 8.1257, 28.0598, 0.0159, 0.0169, 0.014
Si, 5.4098, 8.2163, 28.022, -0.0204, -0.0134, 0.0097
Si, 4.1018, 1.3673, 29.321, 0.2642, 0.081, -0.0375
Si, 9.5708, 1.3673, 29.321, -0.0237, 0.6458, -0.0651
Si, 1.3673, 4.1018, 29.321, -0.2226, 0.1065, -0.334
Si, 6.8362, 4.1018, 29.321, -0.0279, -0.4412, 0.0091
Si, 4.1018, 6.8362, 29.321, -0.4762, -0.3642, 0.1383
Si, 9.5708, 6.8362, 29.321, -0.1417, -0.27, 0.2256
Si, 1.3673, 9.5708, 29.321, 0.5799, 0.4148, 0.2644
Si, 6.8362, 9.5708, 29.321, -0.0064, 0.3121, -0.0594
Si, 0, 0, 30.6882, 0.0639, -0.0015, -0.0793
Si, 5.469, 0, 30.6882, -0.137, -0.108, 0.029
Si, 2.7345, 2.7345, 30.6882, 0.1743, 0.0688, -0.0663
Si, 8.2035, 2.7345, 30.6882, 0.1083, 0.0872, 0.0674
Si, 0, 5.469, 30.6882, -0.1267, -0.1068, 0.0372
Si, 5.469, 5.469, 30.6882, -0.135, -0.1353, -0.0304
Si, 2.7345, 8.2035, 30.6882, 0.0404, 0.0647, 0.0586
Si, 8.2035, 8.2035, 30.6882, 0.207, 0.1396, -0.0519
Si, 1.3673, 1.3673, 32.0555, -0.0161, -0.0167, -0.0436
Si, 6.8362, 1.3673, 32.0555, 0.0241, -0.0055, -0.0452
Si, 4.1018, 4.1018, 32.0555, -0.0952, 0.0388, 0.0126
Si, 9.5708, 4.1018, 32.0555, -0.0125, -0.0235, 0.0176
Si, 1.3673, 6.8362, 32.0555, -0.0658, 0.0742, -0.0351
Si, 6.8362, 6.8362, 32.0555, 0.0276, 0.0166, -0.0372
Si, 4.1018, 9.5708, 32.0555, 0.0791, -0.0593, 0.0054
Si, 9.5708, 9.5708, 32.0555, -0.0588, 0.0137, 0.0097
Si, 2.7345, 0, 0.6835, 0.0227, -0.0381, -0.0106
Si, 8.2035, 0, 0.6835, -0.0116, 0.0249, -0.0101
Si, 0, 2.7345, 0.6835, 0.0075, -0.0297, 0.044
Si, 5.469, 2.7345, 0.6835, 0.0013, 0.0095, 0.021
Si, 2.7345, 5.469, 0.6835, 0.0778, -0.0087, -0.0166
Si, 8.2035, 5.469, 0.6835, 0.0781, -0.0477, -0.0003
Si, 0, 8.2035, 0.6835, 0.0212, -0.0123, 0.037
Si, 5.469, 8.2035, 0.6835, -0.071, 0.0304, 0.0541
Si, 4.1018, 1.3673, 2.0507, -0.1212, -0.1048, 0.0215
Si, 9.5708, 1.3673, 2.0507, -0.0916, -0.0882, -0.0207
Si, 1.3673, 4.1018, 2.0507, 0.0592, 0.0711, 0.0095
Si, 6.8362, 4.1018, 2.0507, 0.0546, 0.0345, 0.0015
Si, 4.1018, 6.8362, 2.0507, -0.1549, -0.0739, -0.0485
Si, 9.5708, 6.8362, 2.0507, -0.1108, 0.0149, 0.0233
Si, 1.3673, 9.5708, 2.0507, -0.0424, 0.0452, 0.058
Si, 6.8362, 9.5708, 2.0507, 0.1983, 0.0983, -0.0042
Si, 0, 0, 3.418, -0.1587, -0.1712, -0.1119
Si, 5.469, 0, 3.418, -0.0623, 0.0978, 0.1183
Si, 2.7345, 2.7345, 3.418, 0.1212, 0.0569, 0.2148
Si, 8.2035, 2.7345, 3.418, 0.132, 0.1071, -0.5889
Si, 0, 5.469, 3.418, 0.176, -0.0039, 0.3636
Si, 5.469, 5.469, 3.418, -0.0146, 0.1449, 0.1619
Si, 2.7345, 8.2035, 3.418, 0.0165, -0.6817, -0.2367
Si, 8.2035, 8.2035, 3.418, -0.0381, -0.0502, -0.2556
Si, 1.3192, 1.3847, 4.7642, 0.0036, -0.0059, -0.0034
Si, 6.84, 1.4377, 4.7556, 0.0078, 0.0056, -0.0178
Si, 4.1619, 4.0748, 4.826, -0.0145, -0.0106, -0.0221
Si, 9.5417, 4.0841, 4.7718, -0.0177, -0.008, -0.0141
Si, 1.4407, 6.7805, 4.8579, -0.0004, 0.0158, 0.0094
Si, 6.8198, 6.887, 4.7932, -0.015, 0.0028, -0.0201
Si, 4.1483, 9.4543, 4.7392, -0.0271, -0.0038, -0.036
Si, 9.6077, 9.4848, 4.771, -0.0261, 0.024, -0.0236
Si, 2.7021, -0.1289, 5.9211, 0.018, 0.0014, 0.0171
Si, 8.13, -0.0729, 5.9617, 0.0481, 0.0095, 0.0163
Si, -0.135, 2.6703, 6.1836, -0.0033, -0.0104, -0.0112
Si, 5.6409, 2.8648, 6.257, -0.0131, -0.0136, 0.0034
Si, 2.7948, 5.3303, 6.2884, 0.0326, 0.0391, 0.0021
Si, 8.2123, 5.5255, 6.0856, 0.0206, 0.0024, 0.0315
Si, 0.0353, 8.1453, 6.2313, -0.014, -0.0797, 0.0277
Si, 5.4182, 8.132, 6.2786, 0.0162, 0.0019, 0.0092
Si, 4.3159, 1.1059, 7.0139, -0.0606, 0.0472, -0.0448
Si, 9.5935, 1.0047, 7.4168, -0.0341, -0.0086, -0.0665
Si, 1.1407, 4.0922, 7.526, 0.0137, -0.0078, 0.0324
Si, 6.7834, 4.5837, 7.7083, -0.0051, -0.0012, -0.0035
Si, 4.274, 6.5842, 7.7103, -0.0263, -0.0379, -0.0365
Si, 9.894, 6.447, 7.4789, 0.0181, 0.0532, -0.1091
Si, 1.1078, 9.834, 7.4502, 0.0275, 0.0039, -0.0094
Si, 6.5491, 9.8925, 7.3884, 0.037, -0.0633, -0.0331
N, 5.5995, 5.6754, 8.5025, 0.0165, -0.0087, 0.0309
O, -0.0006, 0.0884, 7.6099, -0.0191, 0.0257, 0.0065
O, 3.1847, 12.5937, 8.0466, -0.0063, 0.0006, 0.0224
O, 5.1889, 7.4329, 10.6912, 0.0016, 0.0043, -0.0072
O, 1.3892, 9.6263, 24.9803, -0.013, 0.0216, -0.0032
O, 6.6876, 4.2755, 24.6453, -0.0352, -0.016, -0.0128
O, 7.262, 9.3497, 24.9691, -0.0086, 0.0057, -0.0281
O, -0.0839, 7.0045, 21.3211, -0.0051, 0.0122, 0.0028
O, 7.3452, 9.7431, 8.8327, 0.0106, 0.0074, 0.0083
O, 0.1167, 5.3341, 7.8695, -0.0064, 0.0006, 0.0106
O, 1.3884, 9.4497, 9.0288, 0.0071, -0.0005, 0.0128
O, 7.9108, 4.2819, 8.9322, 0.0268, -0.0019, 0.0168
O, 9.2168, 6.6832, 8.9694, -0.0134, -0.0088, 0.0524
O, 5.352, 0.0538, 7.7679, 0.0187, -0.0068, 0.0481
O, 3.348, 7.2705, 8.926, -0.019, 0.0314, 0.0305
O, 8.8562, 1.0753, 8.9004, -0.0106, -0.0032, 0.0328
O, 5.3539, -0.5521, 23.7246, -0.0166, -0.0206, -0.0363
O, 8.7713, 3.2924, 23.4459, 0.0148, 0.0075, -0.0406
O, 10.8604, 5.7825, 23.799, -0.0033, -0.001, -0.0493
O, 4.4394, 5.6122, 23.9111, -0.0383, -0.0129, 0.0024
O, 9.2692, 7.2697, 24.9711, -0.0102, 0.0135, -0.0393
O, 3.525, 1.5789, 23.9724, 0.003, -0.0154, -0.0095
O, 3.4979, 8.3557, 23.9267, 0.0186, 0.0061, 0.0015
O, 10.1939, -0.0227, 24.0866, -0.001, 0.0067, -0.0138
Si, 10.6126, 2.2379, 13.793, 0.0028, 0.0033, 0.008
Si, 2.5427, 13.0912, 9.4206, -0.0269, 0.0009, -0.0038
Si, 7.1731, 8.0041, 14.2232, -0.0036, -0.0033, 0.0038
Si, 9.5334, 1.5599, 20.2391, -0.0035, 0.0058, 0
Si, 2.2141, 5.8908, 12.3092, 0.005, 0.0182, 0.0129
Si, -0.592, 4.8724, 12.4561, -0.0091, 0.004, 0.0056
Si, 9.9598, 5.8864, 17.8702, -0.0018, 0.0019, 0.0053
Si, 4.343, -1.5735, 22.9373, 0.0088, 0.0007, -0.0108
Si, 1.2412, 8.1165, 18.1573, -0.0051, 0.0011, 0.0029
Si, 6.2439, 3.4404, 15.6381, -0.0003, 0.0022, 0.0118
Si, 5.8555, -2.6346, 20.3962, -0.013, 0.0016, -0.0031
Si, 14.8833, 3.8211, 11.3776, 0.015, -0.0055, -0.001
Si, 7.8399, 0.0873, 9.7598, -0.0161, 0.0028, 0.0184
Si, 5.8314, 5.9985, 10.2386, 0.0119, 0.0093, -0.0193
Si, -0.0741, 8.5612, 20.8167, 0.0074, -0.0069, -0.0022
Si, 3.336, 3.2429, 20.5544, 0.0066, 0.0012, -0.0049
Si, 9.0908, 3.9203, 21.9543, 0.0062, -0.0074, 0.004
Si, 8.5947, 5.47, 9.894, -0.0098, 0.0011, 0.0147
Si, 7.6793, -1.0633, 16.4639, -0.0022, 0.0007, 0.0123
Si, 3.6962, -6.8737, 14.208, -0.0041, 0.004, 0.0059
Si, 8.2872, -1.0693, 19.4375, -0.0017, -0.0008, -0.0072
Si, 8.395, -1.0391, 12.5586, 0.0059, 0.0039, -0.0004
Si, 1.6628, 2.3264, 15.9922, 0.0049, 0.0022, 0.015
Si, 11.3947, 10.2582, 13.1265, 0.0025, -0.0029, 0.0008
Si, 4.9601, 8.9345, 15.8041, -0.0021, -0.0046, 0.0128
Si, -0.0147, 0.0361, 22.6249, -0.0092, -0.0048, -0.0048
Si, 8.5043, 5.4071, 15.0567, 0.0054, 0.0011, 0.0047
Si, 2.043, 10.073, 15.7392, 0.0001, 0.0028, 0.0092
Si, 13.8143, 11.9007, 22.5736, 0.0086, -0.0125, -0.0055
Si, 1.9501, -0.7421, 10.3755, 0.0014, 0.0058, -0.0016
Si, 0.4276, 5.7811, 22.2729, 0.0259, -0.0014, 0.0146
Si, 3.2068, 4.9311, 23.0454, -0.0119, 0.0283, -0.0004
Si, 4.138, 7.0754, 18.1164, -0.001, 0.0027, 0.0029
Si, 0.7902, 3.3182, 18.8075, -0.001, 0.0021, 0.0003
Si, 18.7183, 12.0713, 14.5457, -0.0026, 0.0013, 0.009
Si, -3.3062, 5.6673, 20.0736, 0.0009, 0.0012, -0.0069
Si, 3.6488, -3.0473, 10.4423, -0.0093, -0.0023, 0.0007
Si, 5.4063, -6.7976, 18.5408, 0.0026, -0.0006, 0.0009
O, 8.7067, 2.8326, 20.8027, 0.0036, -0.0097, 0.002
O, 8.0919, -2.1817, 15.3566, 0.0021, 0.0042, 0.0001
O, 11.2841, 9.4782, 22.0959, -0.007, -0.0073, 0.0026
O, 12.2126, 11.9377, 22.8186, -0.0055, 0.008, 0.0195
O, 4.4389, 3.1453, 19.3778, 0.0007, 0.0013, 0.0092
O, 1.9022, 11.8218, 10.2154, -0.0022, -0.0069, -0.0144
O, 14.7743, 2.6512, 10.2755, 0.0056, 0.0165, 0.0053
O, -5.7959, 8.4798, 21.8464, 0.011, -0.0051, -0.0037
O, 5.2415, 4.7551, 11.1156, -0.021, -0.0186, 0.0033
O, 9.3807, 8.9975, 20.2798, -0.0059, 0.0057, 0.0071
O, 7.721, -6.8454, 15.5688, -0.0027, 0.0009, -0.0045
O, 1.2734, 9.6101, 14.3767, 0.0036, 0.0012, 0.0046
O, 1.4997, 3.337, 8.9786, 0.0224, -0.0275, 0.001
O, 1.0867, 9.8207, 11.693, -0.0098, 0.0003, 0.0075
O, 9.6355, 4.888, 10.9881, 0.008, -0.0037, 0.0063
O, -2.3604, 0.5407, 19.4141, -0.0029, -0.0022, 0.0054
O, 6.6181, 0.9735, 10.3746, -0.0175, 0.0101, -0.0168
O, 6.7697, -3.9569, 20.4197, 0.0022, -0.003, 0.0082
O, 5.8105, 3.3075, 17.2015, -0.0022, 0.0019, 0.0008
O, 3.3037, -0.5596, 22.2185, -0.0104, 0.0091, 0.0094
O, -1.0702, 9.7438, 13.2299, 0.0005, 0.0014, -0.005
O, 8.3457, -1.5143, 17.8703, -0.0005, 0.0016, -0.0029
O, -7.3209, 9.7698, 15.5287, -0.0033, -0.0024, -0.0013
O, 3.2223, 1.7742, 21.2228, 0.007, 0.0222, -0.0085
O, -7.4843, -1.4199, 10.5133, -0.0002, 0.0056, -0.0102
O, 6.726, 4.4887, 19.416, -0.0055, -0.0018, 0.001
O, 2.8283, 14.1063, 15.2359, -0.01, -0.0041, 0.0024
O, -3.5677, 6.1456, 10.7051, -0.0114, 0.0028, -0.0061
O, 10.9387, 3.371, 12.6699, 0.0016, -0.009, -0.0036
O, 8.2274, 0.3912, 15.9474, 0.0017, 0.001, -0.0023
O, 11.9616, 8.8047, 19.6276, 0.0016, 0.0004, -0.0027
O, 2.9507, 5.4664, 13.7335, 0.0021, -0.0041, -0.0042
O, 9.3939, 5.1699, 13.7256, -0.0079, 0.0014, 0.005
O, -2.7573, 5.2121, 21.55, -0.0037, 0.0065, 0.0042
O, 1.6429, 2.7911, 17.5356, -0.0005, -0.0054, -0.0105
O, 4.6152, 5.5338, 18.2415, -0.0038, 0.0022, 0.0049
O, 11.1789, 13.6054, 15.2642, 0.0029, -0.0002, -0.0011
O, 11.4202, 0.9406, 13.2504, -0.004, 0.0054, -0.0061
O, 10.7825, 2.0871, 19.3354, 0.0044, 0.0055, 0.0014
O, 7.6782, -2.5025, 12.7286, -0.0028, -0.0016, -0.0031
O, 2.0625, 5.8977, 22.3752, -0.0261, -0.0062, 0.0181
O, 7.4553, 0.0253, 13.3901, -0.002, 0.0067, -0.0036
O, 10.6723, 4.3736, 21.7478, -0.0064, -0.0022, 0.0093
O, 7.3502, 6.4378, 14.5618, 0.0019, -0.0009, -0.0038
O, 5.606, 8.433, 14.3899, -0.0025, 0.0034, -0.0041
O, 12.3795, -1.6643, 17.0272, -0.0035, 0.0019, 0.0004
O, 10.8667, 7.2263, 17.8589, 0.0008, 0.0013, 0.0002
O, -4.5081, 2.0017, 14.8724, -0.0027, 0.0028, -0.0065
O, 2.3544, 3.9034, 24.0246, 0.0004, 0.0068, 0.001
O, 9.0102, 12.9654, 13.9561, -0.0027, -0.0003, -0.0059
O, -1.5183, -5.1167, 16.3327, 0.0001, 0.0002, -0.0013
O, 8.6295, -0.5636, 11.025, 0.0091, -0.0144, 0.0155
O, 8.7678, 6.0531, 18.9682, 0.0017, -0.0006, 0.0001
O, 5.1279, 15.3187, 14.9059, 0.002, 0.0001, -0.0056
O, 16.9778, 9.8945, 16.5847, -0.0004, 0.0012, -0.0021
O, 3.8866, 4.2299, 21.7394, 0.0061, -0.0205, -0.0162
O, 10.8321, 4.5862, 18.3274, 0.0008, 0.0006, 0.0027
O, 6.7977, 9.5973, 20.0589, 0.0056, 0.0035, 0.0079
O, 11.544, 5.9811, 12.4915, 0.0012, 0.0025, -0.0094
O, 15.6407, 8.0812, 19.2693, -0.0047, -0.0058, 0.0001
O, 2.5861, 4.7194, 11.2306, -0.0046, 0.0041, -0.006
O, 2.5168, -3.8302, 18.1886, 0.004, 0.0049, -0.0018
O, 4.6482, 7.5972, 16.67, 0.0032, 0.0031, 0.0025
O, 3.9939, 14.1101, 12.8646, -0.002, 0.0004, 0.003
O, 2.7202, 7.2914, 11.6515, -0.0103, -0.0142, 0.0022
O, 1.8937, 3.7328, 19.9486, -0.0039, 0.0004, 0.0051
O, -0.9764, 0.7377, 21.5593, -0.008, 0.0065, 0.0036
O, 12.8571, 0.7306, 15.9708, 0.0022, 0.0034, -0.0063
H, 5.7901, 1.011, 9.8726, 0.0073, -0.0037, 0.0154

Results
free energy: -137340.315 eV
free energy less fixed offsets of H -15.97, N -385.13, O -568.88, Si -635.61 eV per atom: 0.605 eV

The program warned: the cutoff lies below the one the program advises for these potential files; the forces do not sum to zero within the program's tolerance; the exchange-correlation potential is rough where the density is thin.
